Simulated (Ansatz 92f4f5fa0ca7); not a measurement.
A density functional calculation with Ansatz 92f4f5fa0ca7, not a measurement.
Periodic cell of 171 atoms, Si99O72, from a study of silicon, its oxide and their interface. The atomic structure is a simulated model.

Settings
functional: r2SCAN
potential files: Ansatz norm-conserving
basis: plane waves
wave-function cutoff: 1300 eV
density cutoff ratio: 4
exchange-correlation grid ratio: 1
k mesh: 2 x 2 x 1, shifted by 0.5 0.5 0.5 of a step
self-consistency stop: 5e-08 eV per atom in the density residual
occupations: Fermi-Dirac, 0.05 eV
spin: none
net charge: 0

Cell vectors (angstrom)
a	11.5403	0	0
b	0	11.5403	0
c	-1.3316	5.5294	21.7324

Atoms and the computed forces on them: element, x, y, z (angstrom), force x, y, z (eV/angstrom)
Si	0.3659	-0.7958	0.1971	0.0087	-0.285	-0.336
Si	0.1773	4.6312	0.4174	-0.1865	0.2539	-0.6217
Si	0.2065	7.7074	0.8138	0.0565	-0.0276	-0.8301
Si	4.0922	-0.5997	0.3163	0.1496	-0.4731	-0.268
Si	4.3958	3.8791	0.0637	0.5674	0.3619	-0.0734
Si	3.9422	7.8095	0.5427	0.0166	0.3563	0.2341
Si	7.8685	-0.8089	0.2912	-0.1241	-0.2658	-0.4965
Si	8.0275	4.6033	0.5623	0.0244	0.2187	-0.6218
Si	7.9228	7.6592	0.7545	0.1777	-0.0224	-0.9192
Si	2.1403	-0.1572	1.6131	0.0248	0.0505	-0.141
Si	2.2497	3.7469	1.4544	-0.1866	0.032	-0.2376
Si	2.1506	7.5628	2.0261	0.0536	0.1048	-0.2964
Si	6.0476	-0.111	1.6278	-0.0379	-0.0149	-0.1838
Si	6.0578	4.0073	1.7593	0.2009	-0.149	-0.1634
Si	5.9485	7.5673	1.9084	-0.3607	0.0023	-0.4432
Si	9.8922	-0.1656	1.4264	-0.0171	-0.1393	-0.2121
Si	9.9137	4.0374	1.8303	-0.0049	-0.003	-0.0629
Si	9.8098	7.749	2.0803	0.0862	-0.1667	-0.2992
Si	2.1262	1.8434	2.9049	0.0051	-0.1508	-0.1026
Si	2.2197	5.5485	3.1277	0.1448	-0.0345	-0.0128
Si	2.1841	9.601	3.173	0.2438	0.0643	0.4293
Si	6.0807	1.8977	2.9169	-0.0649	-0.1195	-0.157
Si	5.9749	5.7324	3.2849	-0.0223	0.0022	0.1766
Si	5.9938	9.5914	3.1184	-0.3039	0.1603	0.4428
Si	9.8652	1.831	2.8629	0.0048	-0.0141	-0.1586
Si	9.8461	5.7943	3.3155	-0.0138	0.0425	0.3756
Si	9.8624	9.7551	3.1766	0.0475	0.2146	0.4033
Si	0.2185	1.807	4.3141	0.0522	-0.0273	0.0762
Si	0.2987	5.7092	4.5065	-0.1334	-0.169	0.0002
Si	0.255	9.6529	4.5384	-0.0192	0.0851	-0.2358
Si	4.1201	1.8314	4.2868	0.0458	0.0914	-0.0267
Si	4.0611	5.7069	4.5807	0.0161	-0.0186	-0.0427
Si	4.1067	9.6084	4.5411	0.0592	-0.0005	-0.2936
Si	7.9596	1.8177	4.3328	-0.0792	0.1224	0.1016
Si	7.9037	5.7607	4.6185	0.0686	-0.1756	-0.0277
Si	7.9115	9.6863	4.516	0.036	0.0595	-0.2099
Si	0.2827	0.007	5.9177	-0.0268	-0.0771	0.2852
Si	0.2074	3.7076	5.6989	-0.0226	0.1519	0.0268
Si	0.2507	7.6807	5.8009	0.1943	-0.0211	0.1348
Si	4.1583	0.0059	5.8483	-0.0909	-0.1563	0.0307
Si	4.1241	3.6965	5.7474	0.0577	-0.0313	0.0435
Si	4.0883	7.6833	5.8709	-0.0617	0.1535	0.0654
Si	7.8878	0.0251	5.9378	0.0945	-0.1464	0.1284
Si	7.9433	3.7019	5.7571	-0.0515	0.0061	0.1088
Si	7.9297	7.7617	5.8442	-0.0339	0.1219	0.0972
Si	2.3016	-0.0399	7.2822	-0.0443	-0.0966	-0.048
Si	2.1459	3.6814	6.9886	-0.0666	-0.1498	-0.3287
Si	2.1497	7.6725	7.1864	-0.1503	0.2291	-0.2222
Si	5.9556	-0.0581	7.4063	0.0562	0.142	0.1607
Si	6.037	3.7224	7.1518	0.0821	-0.1963	-0.041
Si	6.0266	7.7863	7.2198	0.0072	0.0845	-0.0714
Si	9.8448	0.0054	7.3073	0.0088	-0.0232	-0.0258
Si	9.8642	3.706	7.1044	-0.1125	-0.1937	-0.0032
Si	9.862	7.6733	7.1565	0.1068	0.1602	-0.1278
Si	2.2481	1.9646	8.5179	-0.1342	0.0299	0.3115
Si	2.1667	5.6009	8.2455	-0.0485	0.1038	0.1004
Si	2.2198	9.4993	8.6847	-0.2041	0.0335	0.1255
Si	6.0071	1.9189	8.7292	0.0262	0.0513	0.1782
Si	6.0899	5.7794	8.3302	0.2328	-0.0046	0.1415
Si	5.9084	9.4963	8.8984	-0.0472	-0.1834	0.1567
Si	9.9111	1.9585	8.6954	0.0628	-0.0373	0.3757
Si	9.7597	5.6751	8.3301	-0.1232	0.0566	0.2574
Si	9.8757	9.5204	8.6141	0.1495	0.0428	0.1554
Si	0.4068	1.6274	9.9696	0.2375	-0.0208	0.3233
Si	0.2026	5.7466	9.4512	0.0235	-0.0225	0.6067
Si	0.273	9.9711	9.9458	0.1264	0.4979	0.1238
Si	4.0579	2.6132	9.9049	0.1083	0.1291	0.7361
Si	4.1224	5.6919	9.4804	0.0468	-0.2684	0.8674
Si	3.8867	8.7331	10.2613	-0.1578	-0.1075	0.5454
Si	7.9664	2.3678	9.9914	-0.1238	0.5411	0.1213
Si	7.9143	5.5483	9.8288	-0.1101	-0.6138	0.5578
Si	7.9942	9.576	10.0634	0.0658	0.5456	0.4263
Si	11.6391	7.7297	11.5276	0.1391	-0.0431	0.2991
Si	-2.411	7.3045	15.1604	0.0939	0.0229	0.3023
Si	2.2541	2.6137	12.1839	-0.0847	-0.1246	0.489
Si	5.3946	4.1685	15.0902	0.0429	0.1757	-0.0684
Si	3.312	4.397	18.9188	0.0831	-0.108	-0.4953
Si	8.1657	3.5189	15.0585	-0.0242	0.0027	0.0495
Si	8.1699	11.8986	14.7583	-0.0888	0.0969	0.4846
Si	3.6654	8.8952	13.4023	0.0714	-0.0589	0.4952
Si	3.5236	6.7167	15.292	0.1951	-0.1176	0.226
Si	1.1696	5.3935	16.9495	-0.0257	-0.1115	-0.2942
Si	3.2773	9.4248	16.1559	0.0965	0.0411	0.0803
Si	5.5318	8.9305	19.8578	0.2063	0.0798	-0.4088
Si	10.622	6.043	19.0439	-0.147	-0.0529	-0.5529
Si	-1.4365	8.9711	19.2795	-0.0276	0.0476	-0.4127
Si	12.5534	5.1677	12.2169	0.1206	-0.3852	0.4436
Si	4.8735	11.1948	17.989	0.313	0.174	-0.4435
Si	5.8642	6.0175	19.1516	0.127	-0.1695	-0.4707
Si	2.3654	11.7831	19.8737	0.0307	0.1478	-0.7058
Si	4.6208	2.3382	17.2725	0.2573	-0.0645	-0.1859
Si	7.8377	0.3237	11.9633	0.1047	0.0609	0.4172
Si	-1.7871	10.0906	16.6208	-0.055	0.1803	-0.2759
Si	8.5573	7.4428	12.2024	-0.2052	-0.1485	0.4516
Si	0.8147	10.1925	17.9256	0.0784	-0.0226	-0.4253
Si	-0.6856	4.9319	14.7453	-0.1342	-0.1046	0.2317
Si	5.6096	11.0559	13.7414	-0.0768	0.021	0.5597
Si	3.6647	1.8634	14.5321	0.0103	-0.0304	0.1108
Si	8.3229	5.1945	17.3796	-0.0729	-0.2152	-0.1371
O	4.0025	2.9325	18.6542	-0.1383	0.2792	0.0224
O	-2.2956	9.7834	18.1426	0.3885	-0.2363	0.2411
O	4.6493	5.573	15.3065	-0.1836	-0.0878	-0.0505
O	2.7416	4.7261	20.3925	-0.0226	0.3235	0.7414
O	-1.7783	7.405	19.1835	0.1434	0.0049	0.1065
O	2.0659	6.2031	15.8375	0.0461	-0.0487	0.0912
O	0.2466	11.5732	10.2684	0.0341	-0.3591	-0.2226
O	4.1277	-2.1445	0.8212	-0.0347	0.1195	-0.6479
O	9.6079	5.0161	18.3321	0.1521	0.2774	0.1558
O	3.4729	1.88	16.1649	0.3634	0.1322	-0.0418
O	3.6385	7.6852	-1.0989	0.1368	-0.2876	0.568
O	-2.0149	4.0774	14.4039	0.0468	0.1939	0.1497
O	6.6473	9.0944	21.0199	-0.2045	0.2654	0.04
O	4.3736	10.5302	16.5917	-0.1449	-0.0617	0.266
O	-1.0113	6.5273	14.8578	-0.1864	-0.1433	-0.0764
O	8.0338	6.185	-0.0715	-0.0703	-0.3027	0.768
O	10.1667	7.3922	12.0844	0.1819	0.1218	-0.1814
O	7.984	1.954	14.8019	-0.0067	-0.1339	-0.1247
O	0.7795	-0.0494	-1.2218	-0.152	-0.1604	0.2932
O	11.8049	4.6177	13.5165	0.1725	0.2027	-0.367
O	0.849	2.1945	11.4718	-0.031	0.0233	-0.5164
O	0.2396	7.3358	9.9457	-0.0893	-0.2285	0.3655
O	11.9032	9.3246	11.4929	-0.1724	-0.3027	-0.4675
O	6.8863	4.3587	14.4831	0.0466	-0.2599	0.2282
O	2.3554	4.2576	12.1789	-0.2595	-0.0466	-0.1191
O	5.1554	9.5019	13.7003	-0.197	0.0796	-0.2133
O	4.0121	7.0671	10.4314	-0.0509	0.4053	-0.4296
O	4.3206	4.2274	10.2587	-0.3849	0.0004	-0.6004
O	3.5507	2.0143	11.3855	0.0477	0.2643	-0.4869
O	2.2708	2.0223	13.7177	0.1886	0.2672	-0.5602
O	4.5722	3.1643	14.1221	-0.1245	-0.2341	0.2586
O	4.3592	12.031	14.0464	0.2037	-0.0045	-0.0842
O	7.9744	1.8881	11.5732	-0.0157	-0.3246	-0.3928
O	0.0795	4.5042	16.1201	0.0387	0.3217	-0.1439
O	2.1042	9.5081	17.2562	-0.076	0.1864	0.0462
O	8.2799	11.1285	10.5937	-0.218	-0.4399	-0.0369
O	6.985	5.3871	18.2083	-0.1232	0.1224	0.2361
O	3.419	9.2031	11.822	0.2254	-0.2841	-0.7503
O	2.1487	4.4347	17.7906	0.148	0.1121	0.3033
O	2.7532	9.6208	14.6049	0.3151	-0.2784	-0.2084
O	0.2793	9.0946	-0.1447	0.0434	0.2985	0.6711
O	7.8451	3.976	10.2159	0.1608	-0.086	-0.239
O	5.7794	10.1609	18.8115	-0.3286	-0.3245	0.4193
O	8.3919	6.4501	16.3302	0.1804	-0.0887	-0.0407
O	0.1528	9.1204	18.9418	-0.2444	0.1514	0.0892
O	5.5922	12.6064	17.6045	-0.5393	-0.1377	0.1236
O	5.5209	3.4701	16.5509	-0.2807	-0.1529	-0.0781
O	0.3646	6.2966	18.0496	-0.2015	-0.1678	0.2415
O	-3.3183	7.3748	13.8049	0.2373	0.0212	-0.509
O	4.4206	5.5319	18.6083	0.0272	-0.0991	0.3306
O	7.9298	6.2218	11.3412	0.1115	0.1895	-0.5558
O	6.7168	11.1963	14.9244	0.0369	0.1166	-0.508
O	5.8743	7.6139	19.0135	-0.0845	0.0375	0.2975
O	4.0174	8.8024	20.5159	-0.505	0.2675	0.5418
O	3.675	11.6109	18.971	-0.317	0.0051	0.2716
O	0.2251	6.2576	-0.0305	0.0453	-0.4949	0.5448
O	6.2039	5.5761	20.6657	0.0723	-0.2156	0.1052
O	1.1415	11.5126	18.8267	0.2995	-0.1012	0.4032
O	0.1392	4.8773	10.869	0.1084	0.3497	-0.4786
O	8.2704	3.7567	16.6468	0.0195	0.3606	-0.1598
O	12.7197	6.7923	12.3299	-0.3294	0.0995	-0.3616
O	7.8947	9.0889	-0.1565	-0.0334	0.3393	0.7402
O	-2.0661	8.8066	15.6657	-0.0134	-0.0862	0.1027
O	7.9572	8.7923	11.5355	0.1498	0.0629	-0.6381
O	6.2921	11.4819	12.3258	0.2498	0.0271	-0.0195
O	3.5352	7.3034	13.7651	-0.0197	0.4155	-0.0288
O	-0.2142	10.4982	16.7103	-0.0404	-0.2271	0.3969
O	9.0646	11.3992	15.9891	-0.0563	-0.1759	-0.1593
O	3.9578	7.9466	16.2699	-0.2517	0.1047	-0.251
O	2.4368	10.7854	21.1571	-0.0036	-0.2273	-0.1742
O	-0.3767	3.9201	-0.9563	0.2396	0.1835	0.2367
O	8.7578	11.5246	13.2794	-0.3665	0.1007	-0.3298

Results
free energy: -45074.664 eV
free energy less fixed offsets of O -463.61, Si -117.95 eV per atom: -17.694 eV
pressure: -0.82 GPa
stress xx, yy, zz, yz, xz, xy (GPa, positive in tension): -0.4, 0.78, 2.08, -0.03, 0, -0.12

The program warned: the forces do not sum to zero within the program's tolerance.
